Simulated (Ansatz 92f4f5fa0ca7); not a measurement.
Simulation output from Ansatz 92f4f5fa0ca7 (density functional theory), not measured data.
Periodic cell of 227 atoms, Si134O92H1, from a study of silicon, its oxide and their interface. The atomic structure is a simulated model.
Doubt: the cutoff is far below the 930 eV that the study's wrapper takes by default for these files, so forces and energies are approximate.

Settings
functional: PBE
potential files: Ansatz PAW
basis: plane waves
wave-function cutoff: 580 eV
density cutoff ratio: 5
exchange-correlation grid ratio: 1
k mesh: 1 x 1 x 1, Gamma-centred
self-consistency stop: 5e-08 eV per atom in the density residual
occupations: fixed
spin: none
net charge: +1 e, with a uniform compensating background and no finite-size correction

Cell vectors (angstrom)
a 10.938 0 0
b 0 10.938 0
c 0 0 32.0876

Atoms: element, x, y, z (angstrom)
Si 0.2929 -0.2314 24.5174
Si 5.963 -0.1207 24.3807
Si 2.2486 3.0151 24.7886
Si 7.7699 3.1007 24.7864
Si 0.1012 5.352 24.6749
Si 5.5944 5.4157 24.6127
Si 2.4541 8.4315 24.4994
Si 7.9327 8.3099 24.3475
Si 1.3018 1.2976 26.0324
Si 6.8569 1.335 26.0315
Si 4.0084 4.1725 25.926
Si 9.4719 4.2089 26.0122
Si 1.3377 6.9142 25.9495
Si 6.7899 6.9401 25.9373
Si 4.1341 9.6721 25.6962
Si 9.5497 9.5188 25.7447
Si 2.7907 -0.004 27.2769
Si 8.2652 -0.0351 27.2879
Si -0.0764 2.7417 27.3072
Si 5.4062 2.7315 27.2852
Si 2.7054 5.5313 27.3093
Si 8.1432 5.5603 27.3349
Si -0.0664 8.2354 27.2734
Si 5.3964 8.2897 27.2432
Si 4.1018 1.3673 28.6693
Si 9.5708 1.3673 28.6693
Si 1.3673 4.1018 28.6693
Si 6.8362 4.1018 28.6693
Si 4.1018 6.8362 28.6693
Si 9.5708 6.8362 28.6693
Si 1.3673 9.5708 28.6693
Si 6.8362 9.5708 28.6693
Si 0 0 30.0366
Si 5.469 0 30.0366
Si 2.7345 2.7345 30.0366
Si 8.2035 2.7345 30.0366
Si 0 5.469 30.0366
Si 5.469 5.469 30.0366
Si 2.7345 8.2035 30.0366
Si 8.2035 8.2035 30.0366
Si 1.3673 1.3673 31.4038
Si 6.8362 1.3673 31.4038
Si 4.1018 4.1018 31.4038
Si 9.5708 4.1018 31.4038
Si 1.3673 6.8362 31.4038
Si 6.8362 6.8362 31.4038
Si 4.1018 9.5708 31.4038
Si 9.5708 9.5708 31.4038
Si 2.7345 0 0.6835
Si 8.2035 0 0.6835
Si 0 2.7345 0.6835
Si 5.469 2.7345 0.6835
Si 2.7345 5.469 0.6835
Si 8.2035 5.469 0.6835
Si 0 8.2035 0.6835
Si 5.469 8.2035 0.6835
Si 4.1018 1.3673 2.0507
Si 9.5708 1.3673 2.0507
Si 1.3673 4.1018 2.0507
Si 6.8362 4.1018 2.0507
Si 4.1018 6.8362 2.0507
Si 9.5708 6.8362 2.0507
Si 1.3673 9.5708 2.0507
Si 6.8362 9.5708 2.0507
Si 0 0 3.418
Si 5.469 0 3.418
Si 2.7345 2.7345 3.418
Si 8.2035 2.7345 3.418
Si 0 5.469 3.418
Si 5.469 5.469 3.418
Si 2.7345 8.2035 3.418
Si 8.2035 8.2035 3.418
Si 1.4422 1.2895 4.7679
Si 6.8527 1.3506 4.8653
Si 4.181 4.009 4.7513
Si 9.5685 4.0797 4.834
Si 1.3744 6.8241 4.7721
Si 6.8697 6.8226 4.8035
Si 4.1315 9.5844 4.8408
Si 9.5987 9.5518 4.7508
Si 2.7897 -0.0115 6.2958
Si 8.2653 -0.0775 6.1478
Si 0.0595 2.6342 6.0676
Si 5.4683 2.7 6.3119
Si 2.7797 5.3868 5.9695
Si 8.2124 5.4577 6.2724
Si 0.0584 8.2423 6.1396
Si 5.5348 8.2313 6.1755
Si 3.8354 1.6199 7.7322
Si 9.9399 0.9942 7.3991
Si 1.6472 3.827 7.3039
Si 6.4955 4.4031 7.6299
Si 4.2817 6.587 7.2725
Si 9.4461 7.1251 7.4989
Si 1.214 9.7186 7.6313
Si 7.1797 9.2959 7.5625
O 5.3619 5.5651 7.9769
O 0.0828 -0.0797 8.0915
O 2.7067 2.7997 8.0699
O 8.2796 8.1653 8.0831
O 1.3799 9.5805 23.905
O 6.607 4.1595 24.2102
O 6.9212 9.549 23.8146
O 2.7305 2.3904 23.3289
O 6.6563 9.9733 8.9891
O 0.9121 4.6056 8.5371
O 1.7526 9.0911 9.0821
O 6.7855 3.9341 9.2075
O 10.3085 6.728 8.8745
O 4.233 1.1025 9.2721
O 3.3684 7.1473 8.5005
O 9.2185 1.733 8.6859
O 5.8078 1.0482 23.1983
O 8.3372 2.4539 23.3812
O 11.956 4.0245 24.3023
O 5.1705 6.1744 23.1674
O 8.346 7.3663 23.0237
O 8.1787 4.006 18.9039
O 2.9388 7.6031 23.1459
O 10.7055 0.6867 23.2529
Si 7.1188 10.3552 10.5076
Si 4.5661 12.0209 10.8711
Si 7.9647 4.9782 17.6087
Si -0.2137 7.3386 19.7719
Si 4.1411 13.4804 15.3701
Si 0.262 1.1236 17.628
Si 12.7102 1.9598 19.9059
Si 5.7197 1.7679 21.7263
Si 7.1181 3.3982 15.0606
Si 3.7438 -2.1708 18.159
Si 4.3154 0.217 19.4985
Si 8.0099 4.0688 10.266
Si 9.206 1.4986 10.2935
Si 10.6665 5.2351 9.4383
Si -0.1763 6.9282 13.8928
Si 5.9183 6.9742 17.3698
Si 10.5131 1.0691 21.6893
Si 2.7463 7.9595 9.7355
Si 7.025 0.0027 18.0801
Si 7.0003 2.8927 19.22
Si 14.0507 3.3955 22.1002
Si 11.3965 1.3283 12.348
Si 7.5334 -2.0605 15.792
Si 9.9665 2.4102 14.9469
Si 2.6032 10.7339 16.0583
Si 1.2158 -1.3871 13.4264
Si 7.8457 5.735 12.9553
Si -1.4547 10.2201 19.6135
Si 8.4485 3.1366 21.8995
Si 9.943 -3.9684 16.7107
Si 3.7315 6.384 22.4042
Si 1.5375 5.7221 11.7034
Si 4.3738 15.3124 17.9169
Si 3.8384 9.356 12.0602
Si 9.225 6.187 22.2575
Si 2.7257 6.3921 19.5575
Si 3.0881 3.176 12.5062
Si 6.653 -2.3761 12.9468
O 7.9215 -0.9345 19.1164
O -0.4944 8.9392 19.9583
O 13.927 4.9409 22.5853
O 10.4704 1.7182 16.3293
O 2.7573 7.492 18.3447
O 3.9691 8.6153 10.6082
O 8.2412 2.6235 10.9845
O -0.7588 0.141 18.4153
O 7.1834 9.0575 11.4908
O 5.3943 0.0713 18.2773
O 3.5141 -1.2025 19.4645
O -0.0424 8.5236 13.5512
O 4.3034 13.466 11.6062
O 0.0809 6.7933 15.5077
O 7.8656 5.2106 11.4151
O 3.1585 4.9322 18.8948
O 9.2924 4.4009 9.3239
O 0.7942 2.3141 18.639
O -1.9984 8.197 16.3066
O 4.6355 2.9842 21.7046
O -5.8436 9.0332 13.047
O 14.3999 -1.4353 16.7241
O 1.7839 13.1738 12.387
O 5.1907 0.5042 20.826
O -0.2528 1.65 10.9283
O 7.2233 6.3429 18.13
O 7.2741 10.2803 16.5989
O 0.1982 5.1272 10.9938
O 12.6008 -0.7318 14.8456
O 9.6237 -4.2994 20.7404
O 6.7557 6.943 13.0077
O 6.1071 11.5161 11.0508
O 3.4392 14.2214 14.0946
O -1.5344 0.0725 21.0308
O 8.3375 2.3391 14.9605
O 5.2621 8.1559 18.2678
O 5.7362 13.4804 15.0099
O 14.1401 1.3935 19.3379
O 9.2943 -4.5885 13.4477
O 8.6297 0.0115 10.5915
O 1.2075 -4.3326 20.1641
O 2.5285 8.7921 12.8359
O 6.3859 7.7125 15.9909
O -0.3345 7.1808 18.1572
O 1.9807 6.9465 10.7412
O 4.9023 5.7265 17.1377
O 7.2895 4.5375 13.9063
O 3.5844 11.9464 15.5464
O 3.7828 6.6942 20.79
O 10.4573 12.529 13.6425
O 7.1038 4.1512 16.509
O 11.7294 -0.2537 12.3576
O 11.9301 0.883 20.8719
O -1.6306 5.4522 16.8256
O 10.5751 3.9096 14.8136
O 13.0271 3.2511 20.8362
O 7.1157 2.5198 20.9411
O 7.417 12.5266 18.2926
O 12.0127 6.1745 13.1901
O 8.4412 4.7656 22.0552
O 3.6756 10.9496 11.744
O 5.529 3.5651 18.8087
O 1.583 11.2205 17.2154
O 7.5152 9.2054 14.1903
O 2.7582 4.6518 11.8876
O 9.9308 2.588 21.4194
O 3.8249 3.3594 16.7588
O 10.537 5.9569 23.2121
H 10.442 4.4951 15.5836

Results
free energy: -137527.705 eV
free energy less fixed offsets of H -15.97, O -568.88, Si -635.61 eV per atom: -3.035 eV

Forces (eV/angstrom), in the order of the atoms: element, x, y, z
Si 0.1616 -0.1592 0.334
Si 0.0777 -0.5712 1.0799
Si -0.0109 0.0297 0.2329
Si -0.1204 0.3133 0.9668
Si 0.0073 -0.2618 0.0301
Si -0.228 -0.0643 0.0761
Si -0.0446 0.1819 -0.0753
Si -0.0562 0.0243 0.4038
Si -0.0585 0.0769 -0.1135
Si -0.064 0.0474 -0.1815
Si -0.0472 -0.0601 -0.282
Si -0.0683 -0.112 -0.3254
Si 0.076 -0.0796 -0.1401
Si 0.0967 -0.114 -0.1925
Si 0.0372 -0.016 -0.2321
Si -0.0376 0.0477 -0.2432
Si -0.0131 -0.0566 -0.0064
Si 0.1033 -0.0756 -0.0189
Si 0.0335 0.0798 0.1028
Si -0.0565 0.1764 0.064
Si -0.0252 0.0114 0.1729
Si -0.1294 0.0915 0.1403
Si 0.0182 -0.007 0.0694
Si -0.0364 0.0073 0.0723
Si -0.0757 -0.0095 0.1832
Si -0.0651 -0.1521 0.2525
Si -0.1855 0.0395 -0.2084
Si -0.2958 0.0116 -0.1746
Si -0.0424 0.3998 -0.0882
Si -0.0667 0.2801 0.2199
Si 0.0604 -0.0263 -0.375
Si -0.0378 0.0361 -0.3148
Si 0.0928 0.1481 -0.0207
Si 0.1103 0.0864 -0.0146
Si -0.0382 -0.0676 -0.0354
Si -0.0339 -0.1329 -0.032
Si 0.0277 -0.0509 -0.0242
Si 0.0265 -0.0176 -0.0284
Si 0.0164 -0.1036 -0.0094
Si 0.017 -0.079 0.0043
Si -0.008 -0.0048 0.0101
Si -0.041 0.0562 -0.0035
Si -0.0374 0.0439 -0.0226
Si -0.0028 0.0591 -0.0413
Si -0.0203 0.0172 -0.0193
Si 0.0222 -0.003 -0.0076
Si -0.0791 0.0221 -0.0375
Si -0.0351 0.0024 -0.0265
Si 0.0838 -0.0107 0.0223
Si 0.0396 0.0274 0.021
Si -0.0182 -0.0082 0.0131
Si 0.026 -0.0512 0.0275
Si -0.0117 -0.0149 0.0227
Si 0.0387 -0.0572 0.0108
Si 0.0466 -0.0635 0.0174
Si 0.0021 -0.0249 0.0095
Si -0.0834 0.0753 -0.0403
Si 0.0462 0.03 0.0581
Si -0.0229 -0.0028 0.0721
Si -0.0069 0.0983 -0.0082
Si -0.0099 0.0125 0.0646
Si -0.0754 -0.0072 -0.0212
Si -0.0566 0.043 -0.0335
Si 0.0195 -0.0123 0.0559
Si 0.2103 -0.1023 -0.2452
Si 0.0585 0.1884 0.3749
Si 0.257 -0.402 -0.2365
Si -0.1271 -0.0361 0.4069
Si -0.2503 -0.0792 0.1731
Si 0.3226 -0.1117 0.0192
Si 0.1532 0.1769 0.2626
Si 0.1196 -0.225 -0.1226
Si 0.0579 -0.0175 -0.0264
Si -0.0368 0.0496 -0.05
Si 0.0047 -0.0443 -0.1205
Si -0.0033 0.0755 -0.0314
Si -0.0411 0.0443 -0.0979
Si 0.0476 -0.0609 0.0251
Si -0.0866 -0.0206 -0.0319
Si 0.1011 -0.1041 -0.1428
Si -0.0445 -0.0156 0.1685
Si -0.0458 0.0098 0.1382
Si -0.0407 -0.0151 0.1396
Si 0.0503 -0.0099 0.1228
Si 0.0162 -0.0024 0.1269
Si 0.041 -0.0107 0.2284
Si -0.0103 -0.0538 0.17
Si 0.0614 -0.0523 0.0877
Si -0.1455 0.1114 0.3956
Si 0.0324 0.1751 0.3022
Si -0.0448 -0.0047 0.3701
Si -0.0211 0.1757 0.3612
Si -0.0679 0.0358 0.2866
Si -0.1316 0.1047 0.2418
Si -0.1079 0.0971 0.1433
Si -0.0383 0.0282 0.3819
O 0.1482 -0.1284 -0.4882
O -0.0482 0.0179 -0.4811
O 0.0633 -0.0838 -0.523
O 0.1003 -0.0726 -0.4791
O -0.1099 0.0695 0.4324
O 0.3428 -0.2726 0.0128
O -0.1661 0.3543 0.1156
O 0.2697 -0.0021 -0.5168
O -0.0052 -0.162 -0.4156
O -0.118 0.1086 0.0615
O -0.0582 0.1002 -0.2867
O -0.0317 0.0038 -0.4098
O -0.0611 -0.0531 -0.2073
O -0.0926 0.0843 -0.581
O 0.0482 0.0032 -0.0588
O 0.0595 -0.0257 -0.2338
O 0.3004 0.8753 -1.5737
O -0.416 -0.17 -1.8473
O 0.2482 0.0368 0.293
O 0.1257 -0.0706 0.0726
O 0.0571 -0.1966 -0.2724
O -0.3908 -0.9501 1.2207
O 0.1235 -0.1856 -0.1518
O -0.1857 0.2225 -0.5419
Si 0.2125 0.0466 0.1618
Si 0.0136 -0.0127 0.2312
Si 0.0145 0.6701 -1.0051
Si 0.248 0.1235 -0.3248
Si -0.1532 -0.0302 -0.6833
Si 0.1822 0.0285 -0.3738
Si -0.197 -0.027 -0.2253
Si -2.899 -1.6857 1.8706
Si 0.0197 -0.0016 -0.8183
Si -0.1923 -0.1283 -0.2729
Si -0.8074 -0.3229 -0.7251
Si 0.0423 -0.0716 0.1163
Si -0.0548 -0.2353 0.2075
Si 0.186 -0.0548 0.0102
Si 0.139 0.0303 -0.4989
Si -0.0402 0.2595 -0.2538
Si 0.6805 -0.8244 0.2776
Si 0.1171 -0.0202 -0.0226
Si -0.0594 -1.2232 -0.5333
Si -0.3762 0.7384 -3.381
Si -0.9818 0.2228 0.3995
Si 0.1583 -0.0236 -0.263
Si 0.1343 -0.1584 -0.7286
Si 0.1999 -0.1653 -0.5744
Si -0.1031 -0.0735 -0.5294
Si 0.0676 -0.0712 -0.3963
Si -0.0375 0.2996 -0.277
Si 0.4787 -0.3556 -0.3266
Si 2.9439 1.2133 2.3746
Si 0.1871 0.2626 -0.3963
Si -0.0182 0.3606 0.3656
Si 0.2893 -0.0817 0.0548
Si -0.7846 0.4269 -0.7338
Si 0.0583 -0.0078 0.0121
Si 0.5379 1.0393 0.5278
Si -0.2307 0.2165 -0.1377
Si -0.1135 -0.0144 -0.4895
Si -0.1848 0.0064 -0.4428
O -0.1701 0.2674 0.0983
O -0.1431 0.1083 0.0125
O 0.0041 -0.2206 -0.2194
O -0.0379 -0.0335 0.3116
O 0.0917 -0.0469 0.1027
O -0.0581 0.02 -0.0583
O -0.0566 0.1312 -0.0252
O -0.2182 -0.0314 0.1898
O -0.012 -0.0014 0.0445
O 0.2286 0.1906 0.1764
O 0.2289 0.2814 0.1956
O -0.0566 -0.0035 0.1337
O 0.0331 -0.0212 -0.0019
O -0.1557 -0.043 0.3889
O 0.0036 -0.0539 0.0093
O 0.2097 -0.1185 0.0263
O 0.0124 -0.0372 -0.1456
O 0.076 -0.0143 0.2017
O -0.04 -0.0099 0.1835
O 1.6972 -0.3202 -0.4954
O 0.0389 -0.0039 0.0864
O 0.1 -0.0492 0.2295
O -0.0825 -0.018 0.0912
O 1.055 0.8727 0.3628
O 0.0154 0.0652 0.0249
O 0.1006 -0.293 0.1937
O -0.0563 0.3865 0.4301
O -0.133 -0.0235 -0.1303
O 0.1076 0.1061 0.3795
O -0.2527 -0.292 0.2115
O 0.0344 -0.0581 0.132
O -0.0348 0.0289 -0.0251
O 0.1486 -0.04 0.4522
O -0.3469 0.3005 0.1191
O -0.1059 0.0279 0.2273
O 0.0166 0.0087 0.09
O 0.0822 -0.0096 0.2295
O 0.2448 -0.0416 0.1702
O 0.0023 -0.0555 0.0924
O 0.0256 0.0071 -0.0727
O 0.0383 -0.0636 0.037
O -0.0578 0.0421 0.0833
O -0.0874 -0.0959 0.283
O -0.0431 -0.0786 0.2218
O -0.06 0.065 -0.1102
O 0.0402 -0.2331 0.1671
O -0.0642 -0.2397 0.3392
O 0.018 -0.0313 0.1801
O 0.0809 -0.0899 0.0679
O -0.1896 0.1221 0.2914
O 0.077 0.1217 0.6555
O -0.0384 -0.042 0.1044
O -0.1092 0.1357 0.1122
O -0.2799 -0.2296 0.3553
O 0.0264 0.0953 0.1467
O 0.2828 0.0238 0.148
O -0.1228 0.0784 -0.2446
O -0.1047 0.9247 1.2212
O -0.1228 0.023 0.1256
O -0.81 -1.3207 -0.7025
O -0.0127 -0.0089 -0.0798
O 1.1455 -0.7097 1.1008
O -0.0736 0.0513 0.2218
O 0.0815 0.0591 0.4221
O -0.0692 0.0428 0.0462
O -1.1979 0.4774 -0.3645
O 0.1552 0.1982 0.5098
O -0.2404 -0.0477 -0.2321
H 0.0252 -0.0924 -0.1109

The program warned: the cutoff lies below the one the program advises for these potential files; the forces do not sum to zero within the program's tolerance; the exchange-correlation potential is rough where the density is thin.
